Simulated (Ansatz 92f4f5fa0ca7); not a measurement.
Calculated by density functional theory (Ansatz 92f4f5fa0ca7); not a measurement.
Periodic cell of 250 atoms, Si166O84, from a study of silicon, its oxide and their interface. The atomic structure is a simulated model.
Doubt: the cutoff is far below the 930 eV that the study's wrapper takes by default for these files, so forces and energies are approximate.
This geometry differs little from another in the collection (a relaxation step or a small displacement).

Settings
functional: PBE
potential files: Ansatz PAW
basis: plane waves
wave-function cutoff: 580 eV
density cutoff ratio: 5
exchange-correlation grid ratio: 1
k mesh: 1 x 1 x 1, Gamma-centred
self-consistency stop: 5e-08 eV per atom in the density residual
occupations: fixed
spin: none
net charge: 0

Cell vectors (angstrom)
a 10.938 0 0
b 0 10.938 0
c 0 0 37.0958

Atoms: element, x, y, z (angstrom)
Si 0 0 0.683
Si 5.469 0 0.683
Si 2.7345 2.7345 0.683
Si 8.2035 2.7345 0.683
Si 0 5.469 0.683
Si 5.469 5.469 0.683
Si 2.7345 8.2035 0.683
Si 8.2035 8.2035 0.683
Si 1.3673 1.3673 2.0503
Si 6.8362 1.3673 2.0503
Si 4.1018 4.1018 2.0503
Si 9.5708 4.1018 2.0503
Si 1.3673 6.8362 2.0503
Si 6.8362 6.8362 2.0503
Si 4.1018 9.5708 2.0503
Si 9.5708 9.5708 2.0503
Si 2.7345 0 35.0443
Si 8.2035 0 35.0443
Si 0 2.7345 35.0443
Si 5.469 2.7345 35.0443
Si 2.7345 5.469 35.0443
Si 8.2035 5.469 35.0443
Si 0 8.2035 35.0443
Si 5.469 8.2035 35.0443
Si 4.1018 1.3673 36.4115
Si 9.5708 1.3673 36.4115
Si 1.3673 4.1018 36.4115
Si 6.8362 4.1018 36.4115
Si 4.1018 6.8362 36.4115
Si 9.5708 6.8362 36.4115
Si 1.3673 9.5708 36.4115
Si 6.8362 9.5708 36.4115
Si -0.5889 0.5976 27.1927
Si 5.7028 -0.4959 26.86
Si 2.0375 3.4713 27.02
Si 8.5622 2.2313 27.074
Si 0.2728 5.1827 27.0372
Si 4.8972 6.2073 26.998
Si 3.146 8.0475 26.8793
Si 7.4109 8.7275 26.9331
Si 1.2552 1.5745 28.2601
Si 6.6511 1.3462 28.0794
Si 3.935 4.3407 28.144
Si 9.4699 4.1288 28.2273
Si 1.3489 6.9854 28.1004
Si 6.6206 7.0349 28.3804
Si 4.0768 9.6096 28.3569
Si 9.343 9.6124 28.0832
Si 2.6465 0.1232 29.5221
Si 8.0397 0.0366 29.5648
Si -0.1031 2.8501 29.6979
Si 5.3419 2.8439 29.4061
Si 2.6478 5.6499 29.6258
Si 8.0872 5.5547 29.5077
Si -0.1121 8.2922 29.4242
Si 5.3656 8.3259 29.8397
Si 4.0468 1.4661 30.8792
Si 9.4636 1.396 30.9454
Si 1.3122 4.2199 30.9887
Si 6.7436 4.1438 30.8584
Si 4.0068 6.9001 31.0772
Si 9.5189 6.8947 30.8647
Si 1.2658 9.6446 30.8544
Si 6.7948 9.6679 31.077
Si -0.066 0.0367 32.2888
Si 5.3981 0.1101 32.3352
Si 2.6919 2.7965 32.2948
Si 8.1186 2.7875 32.2806
Si -0.0716 5.5531 32.317
Si 5.4231 5.482 32.3199
Si 2.623 8.2962 32.3245
Si 8.1904 8.2336 32.318
Si 1.3544 1.3755 33.6545
Si 6.8253 1.3985 33.6892
Si 4.0923 4.0959 33.6857
Si 9.547 4.1078 33.6587
Si 1.3409 6.8594 33.6879
Si 6.8353 6.8329 33.6693
Si 4.0782 9.5976 33.6719
Si 9.5726 9.5722 33.6822
Si 2.745 -0.0143 3.4097
Si 8.2169 -0.0059 3.4125
Si 0.025 2.7356 3.4214
Si 5.4756 2.7165 3.4002
Si 2.755 5.4642 3.4131
Si 8.2178 5.4549 3.4086
Si 0.0086 8.1862 3.4022
Si 5.4843 8.1912 3.4203
Si 4.1844 1.2842 4.7626
Si 9.6587 1.2923 4.7657
Si 1.4284 4.0791 4.7879
Si 6.8611 4.0619 4.7496
Si 4.1984 6.7414 4.782
Si 9.656 6.756 4.7642
Si 1.4308 9.4923 4.7543
Si 6.8766 9.5413 4.7757
Si 0.1029 -0.0979 6.1471
Si 5.5127 -0.0866 6.2026
Si 2.8628 2.6966 6.0685
Si 8.2466 2.6693 6.0321
Si 0.1019 5.4357 6.2071
Si 5.5579 5.3817 6.2163
Si 2.8165 8.0983 6.0851
Si 8.2736 8.1304 6.0503
Si 1.5835 1.2799 7.4068
Si 6.9624 1.3176 7.466
Si 4.206 3.9339 7.5737
Si 9.5893 4.001 7.418
Si 1.5755 6.7711 7.5863
Si 6.9914 6.8035 7.4999
Si 4.1508 9.3686 7.5337
Si 9.6745 9.3782 7.4508
Si 2.8686 -0.1135 8.8783
Si 8.295 -0.1633 8.7279
Si 0.0766 2.5752 8.6292
Si 5.6381 2.5901 8.9613
Si 2.9025 5.3053 9.0058
Si 8.3704 5.4358 8.8592
Si 0.1708 8.1438 8.9288
Si 5.5612 8.0171 8.9452
Si 4.7963 0.6242 10.0988
Si 10.1129 0.8027 9.8658
Si 0.9342 4.291 9.952
Si 6.6565 4.4403 10.1243
Si 4.7817 6.145 10.2934
Si 10.3588 6.195 10.0725
Si 0.9687 10.0676 10.1393
Si 6.6598 9.762 10.1148
O 13.7529 19.3299 16.4564
O 11.4994 -3.6258 21.4249
O -9.9653 17.8638 15.3719
O 10.8036 15.8957 14.0254
O 19.964 16.5695 18.7726
O 4.463 17.4606 11.8923
O 22.6472 38.0517 23.1848
O 0.9858 -0.7207 17.2912
O 2.4757 3.2826 25.4414
O 2.8722 8.9728 25.4719
O 16.6893 15.0908 16.3765
O 5.729 5.9166 25.5615
O 7.3479 8.1106 25.3656
O -6.179 13.9886 21.2526
O -7.7144 18.6051 13.9905
O 4.7219 29.425 21.1148
Si 1.1186 30.0275 20.1196
Si 25.4636 17.2 13.2493
Si -26.9356 26.9506 15.0199
Si -8.1561 46.7661 17.9672
Si 18.0707 12.0152 19.0907
Si -15.4496 39.8397 24.5629
Si -38.651 25.5853 22.683
Si -11.9298 1.8291 24.6945
Si -1.588 23.0147 12.9018
Si 14.5623 1.9155 15.46
Si -9.4028 28.0673 22.1417
Si 7.7815 29.382 15.3548
Si 25.8965 9.1466 17.2578
Si -8.8923 -2.8387 15.0442
Si 13.7666 35.0777 24.241
Si 13.5366 21.3753 21.646
Si -23.2298 4.4603 17.7444
Si 15.4109 23.6619 20.2886
Si 18.5398 -16.3338 19.593
Si 7.7849 15.8675 22.7334
Si 22.4793 27.071 12.5871
Si 10.6326 27.8057 15.3413
Si 0.3062 9.9263 13.1406
Si 4.3479 39.6985 22.5662
Si -6.0286 55.9902 13.0123
Si 34.9738 11.2953 17.2335
Si 18.3147 14.2284 12.9187
Si 8.2655 31.2462 12.8497
Si 6.8538 25.4863 17.4564
Si -0.29 31.9843 18.266
Si 5.077 29.0445 19.5596
Si 33.3223 1.5338 22.2692
Si -0.3586 37.5168 24.2161
Si -5.1997 -0.0666 15.4456
Si 13.5049 27.5139 19.4228
Si -0.9461 1.963 19.6409
Si -40.1775 -0.7156 24.6387
Si 7.894 9.9117 17.0781
O 16.3313 32.7766 13.8421
O -4.4302 28.3861 15.4062
O 8.7558 13.5021 13.438
O 4.6854 16.2235 22.624
O 2.1554 -5.3202 12.8442
O 15.1294 11.8027 11.6348
O 18.2966 21.4274 18.5149
O -0.8837 1.4004 23.135
O 8.3923 56.4008 19.939
O -19.6893 16.1821 20.9667
O -25.9931 34.8395 17.7988
O 1.7934 7.0491 19.0951
O -8.0984 33.5586 24.8572
O -5.8462 10.4431 25.2772
O -0.3021 44.3518 25.5331
O -5.8138 -1.4111 16.1225
O -0.3236 28.169 11.7492
O 10.1731 57.8907 18.5964
O 9.2164 4.535 23.3632
O -8.822 15.3402 18.4677
O 3.4356 -11.8995 22.9992
O 10.7304 0.5138 13.5523
O -2.6128 36.7722 16.827
O 26.9178 23.1758 16.0102
O 14.3356 22.592 20.8942
O 9.8846 9.0489 12.7682
O 21.6304 26.9213 16.7154
O 9.6075 12.3255 11.3222
O -7.7329 36.006 16.3861
O 7.4049 52.8557 11.4799
O 40.1943 6.3144 23.4699
O -10.1782 47.6444 11.5908
O 18.2583 -0.0894 15.8545
O 5.8565 44.7171 20.0762
O 7.6267 52.2163 14.0387
O 39.5248 -7.2175 22.9955
O 12.1254 31.1968 14.3661
O 24.6259 7.0001 22.8855
O 2.2929 20.139 20.6089
O 29.4844 8.3461 16.7457
O -4.2529 28.7641 19.4747
O 12.6949 1.7345 18.022
O 4.1727 27.7238 19.1975
O -21.872 24.1903 20.9235
O -3.996 4.3509 14.0427
O -37.544 -8.7439 12.6548
O 12.1714 9.9155 11.7855
O 14.7648 2.2022 13.8718
O -14.3445 25.9642 11.5089
O -17.4401 16.2347 14.28
O 8.1658 21.9111 13.1414
O 9.2172 28.6152 15.2843
O -9.1995 24.2259 23.0041
O -19.3919 55.4431 15.6749
O -6.2388 19.2583 18.4754
O -0.4487 -10.4156 19.1135
O 1.0914 0.036 22.0095
O 10.8274 3.2116 24.8474
O 15.2431 24.6599 23.7619
O 14.9605 -8.4127 18.9007
O -4.2216 4.3499 18.9088
O 8.4817 13.1069 25.3677
O -5.7499 40.5149 23.7138
O 9.5021 31.8393 17.1456
O 3.458 10.5479 17.9027
O -3.0008 5.2001 21.1397
O 10.8311 41.6886 19.3236
O -0.3141 5.6767 25.5279

Results
free energy: -153297.033 eV
free energy less fixed offsets of O -568.88, Si -635.61 eV per atom: 0.147 eV

Forces (eV/angstrom), in the order of the atoms: element, x, y, z
Si 0.0296 -0.0214 0.0082
Si 0.0284 -0.0619 0.0032
Si 0.0537 -0.044 -0.0318
Si 0.0426 -0.0539 -0.0302
Si 0.0392 -0.0475 -0.004
Si 0.0731 -0.0523 0.0128
Si 0.0314 -0.0077 -0.0196
Si 0.0262 -0.0693 -0.0291
Si 0.1058 0.0009 -0.0298
Si 0.1886 -0.0243 -0.1277
Si -0.0317 -0.1383 -0.1037
Si 0.0803 -0.1696 -0.0568
Si 0.1625 -0.0783 -0.1046
Si 0.1444 0.0214 -0.0362
Si 0.0851 -0.1665 -0.0333
Si 0.0041 -0.098 -0.0776
Si -0.1597 0.1622 0.028
Si -0.0479 0.0592 -0.0728
Si -0.0926 0.0537 -0.1819
Si -0.074 0.1028 0.2255
Si -0.079 0.0898 -0.065
Si -0.0548 -0.0109 0.022
Si -0.0968 0.1125 0.2451
Si -0.0748 0.0632 -0.1993
Si -0.047 0.0579 0.0008
Si -0.03 0.0317 -0.0026
Si -0.0498 0.0304 -0.0114
Si -0.0453 0.0535 0.0107
Si -0.0453 0.038 -0.0018
Si -0.0282 0.0584 -0.0033
Si -0.0406 0.0328 0.006
Si -0.0214 0.0429 -0.0124
Si 0.0065 -0.0024 0.0487
Si 0.0281 -0.0446 0.0063
Si 0.0372 0.0638 0.0694
Si 0.0138 -0.0223 0.0066
Si 0.0031 -0.0556 -0.0028
Si -0.0245 -0.0059 0.0311
Si 0.0338 -0.0137 0.0044
Si -0.0181 0.0106 0.0283
Si -0.0364 -0.0168 -0.0316
Si 0.0054 0.0126 -0.0011
Si -0.0519 -0.006 -0.041
Si -0.0003 0.0248 -0.0025
Si 0.0148 -0.0002 0.0092
Si -0.0134 0.0288 -0.0457
Si -0.0087 -0.0034 -0.0028
Si -0.0018 0.0271 -0.0301
Si 0.0135 0.0005 0.0135
Si -0.0066 -0.0229 0.0419
Si 0.005 -0.003 0.0817
Si -0.0046 -0.0011 0.0103
Si 0.0229 0.0017 0.0406
Si 0.0027 -0.0054 0.011
Si -0.0119 0.0073 0.0163
Si 0.0009 -0.0052 0.0486
Si 0.0023 -0.0017 0.0122
Si 0.0079 0.0222 -0.0413
Si -0.0236 -0.009 -0.0465
Si 0.0012 -0.0053 0.0106
Si -0.0125 0.0094 -0.039
Si 0.0027 -0.0028 0.0121
Si 0.0006 -0.0017 0.012
Si -0.0014 0.0118 -0.0383
Si -0.0025 0.0001 0.015
Si -0.0003 -0.0076 0.006
Si 0.0002 -0.0017 0.0149
Si 0.0064 -0.0029 0.0143
Si 0.0032 -0.0074 0.01
Si -0.0003 -0.0001 0.0126
Si 0.0094 -0.0042 0.0113
Si -0.0013 0.0017 0.0085
Si 0.0061 -0.0049 0.0064
Si -0.0049 0.0041 0.0024
Si 0.003 -0.0038 0.0067
Si -0.008 0.0103 0.0045
Si -0.0078 0.0057 0.0045
Si 0.0028 -0.0047 0.0078
Si -0.0064 0.0083 0.0052
Si 0.0039 -0.0031 0.0059
Si 0 -0.0007 -0.0045
Si 0.0049 0.0002 -0.0015
Si -0.0015 -0.0044 0.0004
Si -0.0008 0.0019 -0.0024
Si 0.0054 0.0023 -0.0002
Si -0.0023 0.0027 -0.0015
Si 0.0016 0.0007 -0.0046
Si -0.0024 -0.0029 -0.0021
Si -0.0005 0.003 -0.0019
Si -0.0028 0.0026 0.0071
Si 0.0016 0.0014 -0.0035
Si -0.0019 -0.0031 0.0051
Si -0.0086 0.0069 0.0089
Si -0.0037 0.0001 -0.0006
Si -0.001 0.0004 0.0046
Si 0.0002 0.0001 -0.0026
Si -0.0061 0.0045 -0.0083
Si 0.0021 0 0.0094
Si -0.0049 -0.0051 0.0047
Si 0.0116 -0.004 0.0122
Si 0.0006 0.0001 0.0012
Si -0.0039 0.0015 -0.0068
Si 0.0096 -0.0125 0.0081
Si 0.0072 0.0073 0.0039
Si 0.0063 0.0074 -0.0049
Si 0.0061 0.0135 -0.0212
Si 0.0054 0.0011 -0.0116
Si -0.017 -0.0114 -0.0136
Si 0.0121 0.0154 -0.0134
Si -0.0005 -0.0019 0.0021
Si -0.0176 -0.0062 -0.017
Si -0.0046 -0.005 -0.0056
Si 0.0102 -0.0008 0.0168
Si 0.0088 0.0052 0.0224
Si 0.0027 0.0123 0.0121
Si -0.0058 -0.0092 0.0218
Si -0.0148 -0.0017 0.0136
Si 0.0142 0.0045 0.0152
Si -0.0075 -0.0127 0.0234
Si 0.0026 -0.0018 0.0128
Si 0.0155 -0.0033 0.0012
Si 0.006 -0.0364 0.0129
Si -0.0318 0.0323 -0.0152
Si -0.0191 0.0108 0.0093
Si 0.0264 -0.02 -0.0146
Si 0.0238 -0.0212 -0.0388
Si -0.0302 0.0308 -0.0251
Si -0.0254 0.0131 0.0029
O 0.0044 0.0041 0.0039
O -0.0053 0.0038 0.0057
O -0.0051 -0.003 0.0045
O -0.0055 0.0013 0.0165
O 0.0046 -0.0018 -0.0017
O -0.0129 0.0029 0.024
O 0.0089 0.011 -0.001
O 0.0001 0.0013 0.0041
O 0.0029 -0.0081 -0.0427
O -0.0043 0.0166 -0.0051
O 0 -0.0012 0.0124
O 0.0097 0.0018 -0.004
O -0.0019 -0.0118 -0.0011
O 0.0005 -0.0056 -0.0005
O -0.0059 0.0028 0.01
O -0.0002 0.0013 -0.0046
Si 0.0021 -0.0002 0.0015
Si 0.0121 -0.0016 -0.0208
Si -0.0005 -0.0054 -0.0158
Si 0.0006 -0.0007 0.004
Si -0.0035 -0.0017 0.0074
Si 0.0052 0.0137 0.0157
Si 0.0032 0.0019 0.0012
Si 0.0151 0.0112 0.017
Si -0.0108 -0.0012 -0.0205
Si 0.0063 0.0047 -0.0126
Si -0.0011 -0.0056 0.0078
Si -0.0025 0.0096 -0.0064
Si -0.0021 -0.0007 0.0019
Si 0.0021 0.0025 -0.0052
Si -0.0052 -0.0077 0.0129
Si 0.004 -0.0008 0.0084
Si -0.0022 0.0029 0.0048
Si -0.0011 -0.0003 0.0086
Si -0.0005 0.0018 0.0162
Si 0.0039 0.0051 0.0023
Si 0.007 -0.001 -0.0261
Si 0.0016 0.0006 -0.0076
Si -0.0044 0.0029 -0.0265
Si 0.0037 0.0044 0.0129
Si 0.0134 -0.0045 -0.0453
Si -0.0026 -0.002 0.0086
Si 0.001 0.0074 -0.0311
Si -0.0054 0.0021 -0.0271
Si -0.0022 0.0025 0.0026
Si -0.0015 0.0017 0.0048
Si 0.0015 0.003 0.0069
Si -0.0097 0.0092 0.0137
Si 0.0057 -0.0096 0.0235
Si 0.0042 0.0016 -0.0104
Si 0 -0.0028 0.0064
Si 0.0026 -0.0023 0.012
Si -0.0049 -0.0042 0.0091
Si -0.0016 -0.0003 -0.0005
O -0.0015 -0.0013 0.0206
O 0.0007 0.0002 0.0029
O 0.0046 -0.0007 0.0058
O 0.0027 -0.0034 0.0056
O 0.0006 0.0017 0.0071
O 0.0027 0.0024 0.0132
O -0.0021 0.001 0.0025
O 0.0039 -0.0026 -0.0011
O 0.0003 0.0012 0.0025
O 0.0018 -0.0001 -0.0016
O 0.0002 0.0039 0.006
O 0.0011 -0.0006 0.0042
O 0.0038 0.0062 -0.0026
O -0.0102 0.0127 -0.0014
O 0.0051 -0.0079 -0.0053
O -0.0059 -0.003 0.0079
O -0.0026 0.0033 0.027
O -0.0001 0.0057 -0.0016
O -0.0073 0.0011 0.0043
O -0.0004 -0.0012 0.0023
O -0.005 0.0021 -0.0051
O -0.001 -0.0008 0.0036
O 0.0022 0.0014 0.0042
O -0.0039 0.0014 0.0033
O 0.0032 0.005 0.0013
O 0.002 0.0047 0.0136
O -0.004 -0.004 0.0097
O 0.01 -0.0051 0.0038
O -0.0004 0.0012 0.0056
O 0.0124 -0.0042 0.0155
O -0.0064 -0.0005 0.0094
O 0.0047 -0.0112 0.0242
O 0.0007 -0.0025 0.0061
O -0.0017 0.0029 0.0017
O 0.001 -0.0087 0.0152
O -0.0117 -0.0012 0.0058
O 0.0064 -0.0065 0.0083
O -0.0028 -0.002 0.0029
O -0.0048 -0.0033 0.0001
O -0.0004 -0.0014 0.0057
O 0.0004 -0.0004 0.0009
O -0.0018 0.0012 0.0019
O -0.0025 -0.0007 0.0027
O -0.0021 0.0021 -0.0026
O -0.005 0.0015 0.0123
O -0.0116 -0.0018 0.0188
O -0.0008 -0.0053 0.03
O -0.006 0.0028 0.0178
O -0.0037 -0.0054 0.0141
O 0.0018 -0.0008 0.0099
O 0.0091 0.002 0.0043
O 0.0017 -0.0026 0.0043
O 0.0006 -0.0058 0.0012
O -0.0036 -0.0026 0.0043
O -0.0019 -0.0016 0.0024
O 0.0007 -0.0018 0.0007
O 0.0047 -0.0057 0.0036
O -0.0127 -0.0009 0.0002
O 0.0053 0.0038 0.0039
O -0.0001 0.0005 0.0029
O -0.0008 -0.0014 -0.0011
O -0.0202 0.011 -0.0039
O -0.0019 -0.0083 -0.0064
O 0.0023 -0.0004 0.0061
O 0.0012 -0.0016 0.0019
O -0.0027 0.0035 -0.0135
O 0.0004 0.0018 0.0039
O -0.0067 0.0108 -0.0062

The program warned: the cutoff lies below the one the program advises for these potential files; the forces do not sum to zero within the program's tolerance; the exchange-correlation potential is rough where the density is thin.
